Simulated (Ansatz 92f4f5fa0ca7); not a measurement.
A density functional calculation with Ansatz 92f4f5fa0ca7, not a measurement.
Periodic cell of 224 atoms, Si132O88B1H3, from a study of silicon, its oxide and their interface. The atomic structure is a simulated model.
Doubt: the cutoff is far below the 930 eV that the study's wrapper takes by default for these files, so forces and energies are approximate.
This geometry differs little from another in the collection (a relaxation step or a small displacement).

Settings
functional: PBE
potential files: Ansatz PAW
basis: plane waves
wave-function cutoff: 580 eV
density cutoff ratio: 5
exchange-correlation grid ratio: 1
k mesh: 1 x 1 x 1, Gamma-centred
self-consistency stop: 5e-08 eV per atom in the density residual
occupations: fixed
spin: none
net charge: 0

Cell vectors (angstrom)
a	10.938	0	0
b	0	10.938	0
c	0	0	31.948

Atoms: element, x, y, z (angstrom)
Si	0.2989	10.5423	24.3946
Si	5.2257	0.143	24.5282
Si	2.976	2.3424	24.5292
Si	7.9377	2.924	24.5022
Si	10.6291	5.4196	24.4446
Si	5.7698	5.2029	24.4399
Si	2.593	8.3544	24.5375
Si	8.5276	7.7753	24.4215
Si	1.3613	1.2259	25.8057
Si	6.8209	1.3149	25.8008
Si	4.142	4.0252	25.7263
Si	9.4799	4.0236	25.9097
Si	1.3649	6.6743	25.6681
Si	6.9028	6.7511	25.8087
Si	4.0909	9.5331	25.9004
Si	9.6123	9.4404	25.7102
Si	2.7217	-0.0523	27.2573
Si	8.2428	-0.0805	27.0853
Si	0.006	2.6507	27.142
Si	5.4724	2.6909	27.1881
Si	2.7571	5.3926	27.0865
Si	8.1896	5.4272	27.2754
Si	0.0421	8.0986	27.1159
Si	5.5163	8.1452	27.1495
Si	4.0938	1.352	28.5643
Si	9.5739	1.3012	28.5058
Si	1.3736	4.0602	28.4908
Si	6.8152	4.0556	28.584
Si	4.1052	6.7878	28.4898
Si	9.5955	6.8141	28.5509
Si	1.3567	9.4872	28.5459
Si	6.8621	9.5421	28.5072
Si	0.0095	-0.0353	29.8931
Si	5.4873	-0.0172	29.8901
Si	2.7323	2.7345	29.9031
Si	8.2233	2.6972	29.8967
Si	0.0249	5.4434	29.8903
Si	5.4606	5.4581	29.9059
Si	2.7572	8.1663	29.8937
Si	8.2219	8.1937	29.8981
Si	1.3673	1.3673	31.2643
Si	6.8362	1.3673	31.2643
Si	4.1018	4.1018	31.2643
Si	9.5708	4.1018	31.2643
Si	1.3673	6.8362	31.2643
Si	6.8362	6.8362	31.2643
Si	4.1018	9.5708	31.2643
Si	9.5708	9.5708	31.2643
Si	2.7345	0	0.6835
Si	8.2035	0	0.6835
Si	0	2.7345	0.6835
Si	5.469	2.7345	0.6835
Si	2.7345	5.469	0.6835
Si	8.2035	5.469	0.6835
Si	0	8.2035	0.6835
Si	5.469	8.2035	0.6835
Si	4.1016	1.3891	2.059
Si	9.532	1.4152	2.0386
Si	1.3354	4.1389	2.0579
Si	6.8122	4.1182	2.0564
Si	4.095	6.8643	2.0554
Si	9.5626	6.8564	2.0553
Si	1.3725	9.5674	2.0288
Si	6.8065	9.6083	2.0666
Si	-0.0159	0.0236	3.3117
Si	5.4805	0.0767	3.4805
Si	2.7329	2.7919	3.3871
Si	8.1639	2.7735	3.4539
Si	-0.0304	5.5066	3.4636
Si	5.4656	5.5158	3.4201
Si	2.7601	8.2636	3.4395
Si	8.1915	8.2445	3.3996
Si	1.3679	1.3519	4.6457
Si	6.7891	1.4897	4.9168
Si	4.0444	4.2085	4.7836
Si	9.4797	4.1677	4.8386
Si	1.3473	6.9402	4.7866
Si	6.8755	6.856	4.7921
Si	4.1193	9.6483	4.847
Si	9.5218	9.7039	4.7025
Si	2.7443	0.149	6.153
Si	8.2188	0.0795	6.2141
Si	-0.0358	2.6766	5.9623
Si	5.4939	3.0208	6.2622
Si	2.6887	5.6106	6.202
Si	8.1519	5.4955	6.3492
Si	-0.022	8.3915	6.041
Si	5.5471	8.2655	6.1543
Si	3.7688	1.8849	7.4536
Si	9.8512	1.2202	7.517
Si	1.4113	3.921	7.2485
B	6.3386	4.7513	7.072
Si	4.3524	6.7562	7.5122
Si	9.4836	7.2164	7.463
Si	1.143	9.9122	7.449
Si	7.1767	9.3431	7.5087
O	9.6188	6.6155	23.8936
O	4.1098	1.2523	24.0055
O	8.3273	8.2528	8.0614
O	2.5713	2.9393	7.8949
O	6.853	4.0596	23.9329
O	1.4629	9.4345	24.0119
O	5.5239	5.564	7.8139
O	0.0275	0.0786	8.0046
H	6.5389	9.9153	8.7292
O	10.6193	6.8456	8.6434
O	1.7925	9.1649	8.7734
O	4.2339	1.3001	8.9026
O	0.3238	4.2968	8.4342
O	9.2586	1.972	8.8823
O	3.8473	7.4578	8.9352
H	7.9398	8.346	23.1777
H	8.6004	2.328	23.3042
O	5.257	5.9678	23.0684
O	2.2355	2.8397	23.1532
O	10.6869	0.1096	22.9161
O	0.039	4.3813	23.1909
O	3.4386	7.9102	23.2028
O	5.902	10.3886	23.1911
Si	9.5762	9.3071	14.9712
Si	2.4547	4.9482	11.5784
Si	0.857	0.6903	14.6871
Si	10.0508	9.9273	18.8506
Si	6.8285	0.3789	11.6581
Si	9.5821	7.178	12.6976
Si	2.0475	9.2008	17.9321
Si	3.0219	8.6575	9.7192
Si	4.1825	2.4942	16.8459
Si	4.5062	7.1536	22.2396
Si	10.876	5.3385	16.752
Si	2.62	6.3639	17.8722
Si	0.9761	2.5495	17.2534
Si	5.7389	6.5942	16.9646
Si	8.602	4.7085	11.477
Si	10.9882	5.4955	9.4975
Si	3.1006	0.1088	20.186
Si	1.654	7.5571	12.4343
Si	5.7186	9.8844	21.6492
Si	1.3763	1.8738	11.7542
Si	0.2629	0.5494	21.4237
Si	2.706	9.4376	14.8006
Si	8.9442	3.3004	15.5477
Si	1.0249	3.4578	22.2622
Si	9.3638	1.8434	10.5189
Si	5.5892	8.7717	14.9909
Si	6.818	8.2847	12.2828
Si	3.0419	5.0627	20.4924
Si	9.4039	1.6297	18.2302
Si	7.9504	0.8998	14.4248
Si	5.9625	4.2859	15.1058
Si	7.0083	0.9095	19.7743
Si	5.5735	5.4695	12.0979
Si	4.6644	2.6968	19.7538
Si	4.0401	0.5887	10.3445
Si	6.049	0.2709	16.7733
Si	8.7301	7.6534	17.5878
O	0.1205	1.7561	18.4291
O	6.0266	9.6709	16.2723
O	1.481	5.5208	10.3449
O	6.9571	4.8869	11.3772
O	3.4001	1.6698	19.8484
O	7.1177	7.2241	17.6761
O	6.9575	1.0506	13.1478
O	5.7156	7.1109	11.9337
O	5.426	1.0153	11.1083
O	10.2707	10.6608	20.3202
O	8.9924	8.7066	16.364
O	1.9001	3.4367	11.8907
O	0.5959	1.8435	15.8181
O	8.9065	2.7071	17.0974
O	8.861	3.102	11.4492
O	4.9486	3.062	18.1791
O	2.3714	11.0266	14.7367
O	7.081	1.0574	15.7957
O	9.5602	5.2336	10.2552
O	2.5937	2.6137	17.1775
O	1.4559	6.0948	16.6599
O	2.1738	7.7386	18.6176
O	5.9938	2.0251	20.4016
O	9.1758	8.5252	18.9268
O	3.6221	6.4832	21.0411
O	0.8123	1.3555	13.2012
O	2.1664	6.0292	12.7902
O	8.4249	1.7401	19.5586
O	1.8504	8.4919	13.7637
O	2.6669	1.0401	11.1506
O	9.2447	10.9766	17.8624
O	6.9735	10.5344	20.7808
O	9.1836	1.9921	14.541
O	11.015	7.4617	11.9694
O	6.7445	8.5454	13.8877
O	6.4738	0.3559	18.3323
O	0.3878	4.0273	17.5873
O	9.1909	5.5668	12.7739
O	8.5453	10.3394	14.2651
O	8.266	0.6632	10.8952
O	2.4762	8.136	11.1594
O	4.2517	9.3469	14.2906
O	6.5542	9.7068	11.561
O	5.6072	8.2371	21.6516
O	9.7612	7.9144	14.1376
O	8.3393	7.8457	11.8747
O	2.5128	5.1683	18.957
O	1.7765	0.0267	21.1169
O	1.7194	4.5221	21.2556
O	10.9774	1.6586	10.8138
O	10.0216	4.5734	15.5039
O	4.2973	4.0248	20.5979
O	5.5679	5.0049	13.6826
O	0.5026	9.6479	18.0593
O	4.2691	6.504	17.6943
O	3.9966	9.9163	10.0703
O	2.5276	9.0012	16.3741
O	2.9548	10.2697	18.7541
O	7.4817	3.7196	14.9352
O	5.3045	7.316	15.5857
O	10.9102	10.269	15.034
O	4.3207	10.4068	21.0193
O	4.562	0.9216	16.63
O	4.7133	3.2799	15.5004
O	9.765	6.3622	17.4186
O	0.254	2.2176	21.4737
O	6.1858	5.1302	16.478
O	4.1276	4.9798	11.406

Results
free energy: -134162.239 eV
free energy less fixed offsets of B -154.04, H -15.97, O -568.88, Si -635.61 eV per atom: 1.671 eV

Forces (eV/angstrom), in the order of the atoms: element, x, y, z
Si	0.0033	0.0038	0.0049
Si	-0.0034	-0.0008	-0.0028
Si	-0.0021	-0.0046	0.0043
Si	-0.0007	0.002	0.0009
Si	-0.0046	-0.0011	0.0012
Si	0.0037	0.0009	0.0037
Si	0.0018	0.0032	-0.0008
Si	0.0004	-0.0015	0.002
Si	0.0001	0.0016	-0.0059
Si	0.0031	-0.0008	-0.0023
Si	-0.0014	0.0007	-0.0014
Si	0.002	-0.0011	-0.0024
Si	0.0001	0.001	-0.0006
Si	-0.0015	0.0011	-0.0022
Si	0.0031	-0.0015	-0.0038
Si	0.0002	-0.0002	-0.0002
Si	-0.0018	-0.0007	0.0015
Si	0.0013	-0.0008	0.0037
Si	0.0023	0.0014	0.0012
Si	-0.0017	-0.0003	0.0024
Si	0.0032	-0.0003	0.0044
Si	0.0003	-0.0001	-0.0025
Si	-0.0002	-0.0003	0.0034
Si	0.0001	-0.0024	-0.0005
Si	-0.0015	0.0044	0.0032
Si	0.0017	-0.0076	-0.0029
Si	0.0038	-0.0045	-0.0055
Si	-0.005	-0.0023	0.0077
Si	-0.0001	-0.0054	-0.0049
Si	0.006	0.0037	0.0016
Si	0.0006	-0.0097	0.0011
Si	0.0059	-0.0031	-0.0043
Si	-0.007	-0.0017	0.0019
Si	-0.0004	0.0035	-0.0016
Si	0.0025	0.0006	0.0003
Si	-0.0053	0.0012	-0.0012
Si	-0.0028	0.0043	-0.0012
Si	-0.0035	-0.0048	0.0011
Si	-0.0053	0.0024	-0.0018
Si	0.0007	0.0035	0.0011
Si	-0.0164	-0.0995	-0.0538
Si	0.0566	-0.1547	-0.0014
Si	-0.0978	-0.0251	0.1223
Si	0.1391	-0.1142	-0.1235
Si	0.1034	-0.1865	-0.0344
Si	0.0398	0.0023	-0.0475
Si	0.1076	-0.101	-0.1263
Si	0.0075	-0.0108	0.1145
Si	0.0787	0.1134	0.0076
Si	-0.149	0.0905	0.0615
Si	-0.127	0.2058	0.0001
Si	-0.013	0.0364	-0.0471
Si	-0.1018	0.1462	0.1433
Si	-0.0449	0.0225	0.0924
Si	0.0302	-0.0938	-0.0964
Si	-0.0555	0.2251	0.0647
Si	0.001	0.0076	-0.0018
Si	0.0109	-0.0095	0.0057
Si	0.0021	0.0028	-0.0053
Si	-0.0048	-0.0114	0.0053
Si	-0.0026	0.0041	0.0024
Si	0.0011	0.0055	-0.0033
Si	-0.0084	0.0015	0.0004
Si	0.008	-0.0006	-0.0048
Si	-0.0002	-0.0011	-0.0141
Si	-0.0123	0.0053	0.0161
Si	0.0112	-0.0126	0.0085
Si	-0.0231	0.0205	0.0201
Si	-0.005	0.0051	0.007
Si	0.0145	-0.0089	0.0092
Si	0.0112	0.0049	0.002
Si	0.0041	-0.0088	0.0061
Si	-0.0007	-0.001	0.0029
Si	0.0325	-0.0079	-0.0164
Si	-0.0065	0.0185	-0.0046
Si	0.0023	-0.0203	-0.0025
Si	-0.0014	-0.0016	-0.0044
Si	-0.0144	-0.0132	0.0117
Si	-0.0075	-0.0029	-0.0042
Si	-0.0012	0.0038	-0.0091
Si	0.0314	0.0292	-0.0016
Si	-0.0085	0.0093	0.0099
Si	-0.0033	0.0046	0.0069
Si	-0.0036	0.0008	-0.0172
Si	0.0261	-0.0116	0.0279
Si	0.0117	0.0009	-0.0342
Si	0.0036	-0.0115	-0.0083
Si	0.0131	-0.0099	0.0216
Si	-0.0438	-0.0468	-0.0209
Si	0.0051	0.0023	-0.0114
Si	-0.0027	0.0053	-0.0249
B	0.0113	0.0003	-0.0211
Si	-0.0595	0.0581	-0.0584
Si	-0.0042	0.0061	0.02
Si	-0.0082	0.0106	0.0315
Si	-0.0214	0.0052	-0.0074
O	0.0003	0.0021	-0.0006
O	0.0007	0.0025	-0.0013
O	0.0116	-0.0152	-0.0059
O	0.0192	0.0108	0.0162
O	-0.0006	-0.0011	0.0002
O	-0.0022	-0.0011	-0.0027
O	0.0099	-0.018	0.0595
O	0.0039	-0.0107	0.0001
H	0.0015	-0.0008	-0.0022
O	-0.0074	-0.0027	-0.0085
O	-0.0009	0.0035	-0.0128
O	0.0079	0.0023	0.009
O	-0.0076	0.0054	0.0053
O	-0.0026	0.0036	-0.006
O	0.0051	-0.0034	0.0156
H	-0.0006	-0.0008	-0.0006
H	0.0006	-0.0009	-0.0006
O	-0.0003	0.0005	-0.0002
O	-0.0013	0.0003	-0.0012
O	0.0007	0.0002	-0.0007
O	0.0005	0.0005	0.0003
O	0.0002	-0.0004	0.0015
O	-0.0002	0	0.0018
Si	0.0002	0.0011	-0.0031
Si	-0.0001	0.0002	0.0014
Si	-0.0006	-0.0024	-0.0016
Si	-0.0003	-0.0004	-0.0014
Si	0.0011	-0.0026	0.0006
Si	-0.0004	0.002	-0.0011
Si	0.0021	0.0002	-0.0042
Si	0.0057	-0.0094	-0.0013
Si	0.0013	0.0009	-0.0012
Si	0.001	0.0004	0.0002
Si	0.0001	-0.0007	-0.0016
Si	0.0014	-0.0011	-0.0008
Si	0.0012	-0.0011	-0.002
Si	-0.0033	-0.0049	-0.0048
Si	0.0004	-0.0011	0.0024
Si	0.0099	-0.0016	0.0024
Si	0.001	0.0003	0.0002
Si	0.0035	-0.0009	-0.0027
Si	-0.0006	0.0005	0.0012
Si	-0.0017	0.0012	-0.0011
Si	0.0017	0.0004	-0.0004
Si	-0.0013	0.0006	-0.0039
Si	0.0007	-0.0008	-0.0031
Si	0.0009	-0.0011	0.0009
Si	0.001	-0.0051	0.0024
Si	0.0022	-0.0032	-0.0037
Si	-0.0002	0.0023	-0.0007
Si	-0.0005	-0.001	0.0001
Si	0.0007	-0.0002	-0.0021
Si	-0.0001	-0.0016	-0.0043
Si	-0.0008	-0.0004	-0.0031
Si	-0.0003	-0.0008	-0.0007
Si	-0.0008	0.0008	0.0008
Si	0.0003	-0.0006	-0.0014
Si	0.0034	-0.005	0.0002
Si	0.0005	0.0005	-0.0016
Si	0.0006	0.0008	-0.0033
O	-0.0003	0.0001	-0.0004
O	-0.0002	-0.0005	-0.0018
O	-0.0017	-0.0016	0.0011
O	0.0015	-0.0007	-0.0031
O	-0.0002	-0.0009	-0.0016
O	-0.0003	-0.0006	-0.0007
O	0.0008	0	0.0009
O	0.0018	-0.0004	0.0002
O	-0.0003	0.0013	-0.0027
O	0.0004	-0.0009	-0.0006
O	-0.0004	-0.002	0.0018
O	0	-0.003	-0.0006
O	0.0005	0.0006	0.0011
O	0.0007	-0.0008	0.0005
O	-0.0005	0.0022	-0.0012
O	-0.0004	-0.0003	0.0008
O	-0.0002	0.0001	-0.0001
O	0.0002	-0.0009	0.0009
O	0.0008	0.0017	-0.0087
O	0.0001	0.0002	-0.0004
O	0.0004	-0.0005	0.0003
O	0.0023	-0.0019	-0.001
O	0.0007	-0.0003	-0.001
O	0.0008	0.0001	-0.0007
O	-0.0005	-0.0009	-0.0011
O	-0.0003	0	0.0002
O	0.0004	-0.0011	-0.0004
O	0.0007	-0.0002	-0.0009
O	-0.0002	0	0.0012
O	0.0019	-0.0013	-0.0011
O	0.001	-0.0011	0.0001
O	0.001	0.0002	-0.0013
O	0.0016	-0.0001	0
O	-0.0013	-0.0015	-0.0018
O	-0.0049	-0.002	0.0015
O	0.0007	-0.0005	-0.0003
O	-0.0001	-0.0001	-0.0006
O	-0.001	-0.0021	-0.0009
O	0.0004	0.0009	0.0004
O	0.0006	0.0011	-0.0002
O	0.0008	0.0005	-0.0014
O	0.0021	-0.001	0.0015
O	-0.0011	-0.002	0.0007
O	-0.0003	0	-0.0003
O	0.0001	-0.0007	-0.0001
O	0.0012	-0.001	-0.0006
O	0.0004	0.0013	0.0007
O	-0.0013	-0.0007	-0.0007
O	0.0013	0.0008	-0.0015
O	0.0003	-0.0005	-0.001
O	0.0006	-0.0002	0.0008
O	-0.0005	0.0011	-0.0006
O	0.0014	-0.0009	-0.0011
O	0.0003	-0.0016	0.0004
O	0.001	-0.0028	-0.0026
O	-0.0032	0.0025	-0.0034
O	-0.0008	0.0012	0.0019
O	-0.0004	-0.0001	-0.0011
O	0.0016	-0.0009	0.0009
O	0.0008	0.0012	0.0064
O	0.0006	0.0002	-0.0005
O	0.0014	-0.0004	-0.001
O	0.0007	-0.0004	0.0001
O	0.0002	-0.0011	-0.0001
O	0.0005	-0.0003	-0.0004
O	0.0005	-0.0008	-0.0001
O	0.0024	0.0082	-0.0018
O	-0.0006	-0.0016	-0.0021

The program warned: the cutoff lies below the one the program advises for these potential files; the forces do not sum to zero within the program's tolerance; the exchange-correlation potential is rough where the density is thin.
